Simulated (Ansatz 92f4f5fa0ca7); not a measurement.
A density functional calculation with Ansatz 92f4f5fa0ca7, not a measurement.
Periodic cell of 166 atoms, Si98O68, from a study of silicon, its oxide and their interface. The atomic structure is a simulated model.

Settings
functional: r2SCAN
potential files: Ansatz norm-conserving
basis: plane waves
wave-function cutoff: 1300 eV
density cutoff ratio: 4
exchange-correlation grid ratio: 1
k mesh: 2 x 2 x 1, shifted by 0.5 0.5 0.5 of a step
self-consistency stop: 5e-08 eV per atom in the density residual
occupations: Fermi-Dirac, 0.05 eV
spin: none
net charge: 0

Cell vectors (angstrom)
a 10.88 0 0
b 0 10.88 0
c 0 0 23.9569

Atoms and the computed forces on them: element, x, y, z (angstrom), force x, y, z (eV/angstrom)
Si 6.4607 5.5271 -3.471 1.6514 1.0275 1.9953
Si 7.2408 2.5095 -2.9453 1.3788 0.6292 0.2618
Si 0.9127 2.7895 -0.8265 -2.5278 -0.5264 0.3528
Si 2.8031 7.7457 -3.6521 0.0506 -1.4789 1.2996
Si 8.4139 2.6757 -0.8534 3.4723 -0.0842 0.0514
Si 13.1009 0.1756 -1.2893 -0.0459 -0.7702 0.3537
Si 7.6702 7.0968 -0.9725 -0.6611 -2.4395 1.2797
Si 4.523 3.9415 1.0259 -1.2184 -0.5771 -0.2201
Si 0.8939 -0.9572 0.5515 2.8355 1.3897 1.0522
Si 8.4906 4.8623 0.3528 -1.6875 1.1815 -0.4984
Si 5.6927 6.6806 0.4193 0.6439 -1.0337 -0.7575
Si 4.9671 10.4831 1.8433 0.9686 -0.3271 -0.9638
Si 7.7448 -0.2283 0.6746 0.2098 2.0648 -1.9085
Si 12.2157 4.9042 -1.6646 -1.1056 0.8822 3.6278
Si 10.5678 6.8492 0.0245 0.5843 -1.4693 -1.0972
Si 11.8255 7.5447 1.7164 0.5538 1.7725 1.0115
Si -0.1553 2.5931 2.7557 -1.4317 0.9405 2.9353
Si 2.6338 0.0535 2.9848 -0.1828 0.3659 -3.0648
Si -0.4998 8.7539 3.1904 -1.2359 -2.5019 -1.1644
Si 2.5098 5.7508 2.6897 -1.4579 -1.1417 -1.5119
Si 4.9654 2.4087 2.7817 -0.2482 1.3784 -0.3105
Si 8.613 -0.5845 2.7782 0.8311 0.1269 -0.4669
Si 5.2946 7.9967 2.3518 -0.206 1.441 2.1223
Si 8.179 4.7311 2.7285 1.7879 -1.4381 -1.6396
Si 1.081 4.3221 4.0398 0.6481 -1.4722 -0.1132
Si 3.7462 1.2559 4.4274 1.6557 1.5176 0.4339
Si 1.3282 9.4907 4.1456 -0.2499 1.0737 2.211
Si 3.7047 7.0309 4.0563 2.49 0.6044 0.5325
Si 6.4309 3.8724 3.9699 -0.0756 -0.3037 1.484
Si 9.2746 1.0379 4.222 3.2295 -0.0339 -0.4175
Si 6.9554 9.3962 3.9749 -1.4147 -1.2877 0.2382
Si 9.3197 6.4698 3.8505 0.4239 1.926 1.105
Si 0.0192 0.039 5.7633 -1.5097 -1.9007 -1.3446
Si 2.4221 2.8045 5.5064 0.3136 1.7919 0.2957
Si -0.2964 5.4926 5.5546 0.0487 -1.0853 -0.1221
Si 2.5622 8.3033 5.7069 -0.0718 -0.5796 -1.4124
Si 5.6035 0.0044 5.3649 -0.6447 0.173 0.3782
Si 7.7192 2.1485 5.2876 -0.5691 3.2192 0.8372
Si 5.2167 5.7714 5.515 0.2904 -1.5278 -0.6545
Si 8.3269 8.0252 5.3976 0.1069 0.297 -0.3112
Si 1.1993 1.4444 6.9387 0.8706 1.0783 1.2446
Si 3.9799 4.1941 6.8904 0.294 -0.6226 -0.958
Si 1.2288 6.8032 6.8077 0.5076 -1.1619 0.4536
Si 3.9088 9.8255 6.7036 1.1145 0.7508 0.9662
Si 6.8934 1.3209 7.2424 -1.4134 0.1639 -0.6206
Si 9.0832 3.6801 6.7022 1.8693 0.6445 0.098
Si 6.7961 7.095 6.733 0.323 -0.0172 0.5047
Si 9.6433 9.3733 7.2058 -0.5366 0.1908 -1.5338
Si -0.1655 2.6286 8.3522 -1.6247 2.3345 0.2836
Si 2.9812 0.6622 8.1915 1.3858 -0.4416 0.366
Si 0.2514 8.0075 8.4573 0.9502 0.5388 1.9641
Si 2.8682 5.5907 8.3115 -0.3448 0.9136 -1.0444
Si 4.9398 2.3851 8.1091 -1.3086 -0.4758 0.4591
Si 7.7565 -0.4765 8.3475 1.1666 -2.0103 -0.0508
Si 5.867 9.0966 7.8139 -0.3494 -1.8266 0.3447
Si 8.596 5.4411 8.1749 -2.411 0.0662 0.1627
Si 1.1737 4.5338 9.3862 -0.7074 -0.0866 1.8279
Si 4.5361 2.4075 11.3109 -1.4168 -0.8742 -1.4828
Si 3.5067 9.0044 11.9254 0.4101 -1.9942 -1.0501
Si 3.7951 7.1129 13.3114 -2.6666 -2.0307 0.5787
Si 8.9471 5.9522 10.6846 -0.4887 -0.5509 -0.0913
Si 9.7596 2.1822 10.7797 -0.9842 -1.7581 -3.3671
Si 5.3805 11.0138 13.1429 0.81 0.3935 1.257
Si 5.1081 7.6523 9.4548 0.355 1.0844 0.885
Si -1.1757 -0.2082 10.8328 -1.3169 0.0271 1.1624
Si 1.6255 3.251 11.3588 0.7733 -2.4986 -1.0249
Si 0.1075 6.603 10.624 1.3103 0.1757 -2.6804
Si 1.8771 9.7658 10.449 0.9227 1.1397 -2.3815
Si 3.7824 3.5943 17.1218 -0.2338 2.7306 0.1008
Si 10.9584 4.3691 13.7285 0.6335 -0.4338 -0.2203
Si 7.2679 4.9751 13.9732 -0.1286 0.4906 0.9849
Si 6.7635 6.1634 10.1563 -1.4611 -1.6446 -0.2303
Si -0.6784 1.2792 17.7277 0.0025 -1.0558 -1.6999
Si 5.2363 4.9736 12.8244 -1.4569 -0.0807 0.9773
Si 1.7784 0.0364 19.2055 2.0536 2.1657 -0.5439
Si 3.8255 -4.6164 21.8954 1.5993 0.2848 0.9926
Si 9.3235 9.9808 17.6123 1.1398 -0.8471 -0.5354
Si -3.6098 -1.2197 14.1794 -0.8446 1.9545 0.5818
Si 17.3726 7.3945 14.7557 -0.7427 -2.6971 0.7439
Si 3.6485 1.4312 19.5604 -0.0839 2.36 0.7252
Si 6.5286 -0.4939 17.1872 -0.0331 1.8017 -1.1175
Si -0.3928 9.874 14.7494 1.0819 -2.4685 -0.1155
Si 4.4343 2.0361 22.3758 1.49 -1.9968 -1.5175
Si 5.98 -5.292 17.528 0.2513 -0.8182 -0.5659
Si 10.3753 -2.2279 20.2514 0.2602 -0.7785 -1.0657
Si 10.062 4.114 17.5384 -0.8606 -4.3804 -3.5331
Si 0.8109 7.1939 13.5645 -1.8836 -2.7637 0.6238
Si 4.1484 -1.2089 18.7043 2.4044 2.6496 0.1057
Si 12.0447 1.5876 25.2826 0.889 -2.2264 -0.2957
Si 8.9521 4.3586 12.4517 0.3243 2.7281 1.5796
Si 11.4513 5.834 19.6468 2.5033 3.2898 2.4214
Si 0.8803 3.5669 15.772 -0.4707 0.6615 1.3333
Si 1.4826 9.5271 20.8285 0.1708 -0.1458 2.0518
Si 7.6538 -7.285 15.9264 1.0302 1.5046 0.3426
Si 9.2032 10.7956 13.2339 -1.1483 1.1774 0.3179
Si 16.8571 2.0058 15.8037 -2.3606 -1.2905 -1.1833
Si 9.4716 8.7131 22.8726 -2.6697 -0.5069 0.7813
Si 10.6342 1.602 15.2653 -0.4827 0.4897 0.8606
O 3.8682 0.5169 -1.1473 -0.8213 0.8212 -0.5556
O 0.4939 4.9869 -2.9578 -0.3916 -2.11 -2.8607
O 8.0363 1.3792 0.0402 -0.1487 -1.9855 0.7567
O 2.7438 -0.7583 -5.8578 -1.1009 -0.5393 -0.8769
O -1.4654 3.4537 2.306 -1.7043 1.4055 0.1469
O -4.6998 10.2892 0.6701 -1.2466 -1.2141 -0.0167
O 4.7449 3.1438 -8.0338 0.5763 -1.3297 -0.4405
O 7.1675 4.076 -3.4025 -0.0974 -0.0241 -0.5748
O 5.7383 4.9394 0.6569 0.3291 2.0127 0.0591
O 5.654 0.8766 -7.0016 1.601 1.6078 0.5036
O 5.5598 12.0872 1.8085 -0.7371 -0.0066 1.9123
O 3.9046 2.4505 -3.0214 -2.0138 -0.9662 -2.3719
O 8.2245 9.4945 -0.3577 0.0881 0.6503 0.5287
O -0.3041 -4.951 13.9927 2.0618 3.2045 -0.6114
O -3.889 5.0371 8.7564 -0.384 0.9174 2.5825
O -3.5532 -0.4467 15.7528 -0.083 -1.7389 -1.592
O 0.4354 10.058 11.1508 -2.2949 0.5669 -1.4283
O -5.3159 12.0122 14.4405 -0.2664 0.6072 -0.1823
O 3.8422 6.7492 8.981 -0.6795 -0.7905 -0.0882
O -2.191 3.0565 11.6153 -0.5182 -3.6414 -2.0417
O 5.0335 16.2936 21.1426 -1.1874 0.8646 0.8378
O 0.389 2.0683 11.1634 2.7875 1.586 2.1356
O 5.9939 5.6573 11.6162 1.367 0.8375 -3.8644
O 12.5347 -1.95 8.9956 -0.9675 0.2155 0.9986
O 4.5384 3.5642 12.37 1.8039 3.1198 1.3116
O 0.8791 7.0813 11.9636 0.4941 0.259 -1.1138
O 8.3401 -0.9023 9.8776 1.9218 1.3769 1.4342
O 4.8732 2.7042 9.7286 0.7254 0.1547 1.2344
O 1.4554 3.8829 12.8187 -1.2674 1.4055 1.086
O 0.6162 0.2139 15.0859 0.8076 -0.3092 0.019
O 0.2151 -2.3022 13.9447 -0.2356 1.6635 0.8701
O 0.6476 1.0202 18.6558 -0.3414 -0.0607 -0.9724
O -0.2722 7.0363 20.257 -1.865 1.7552 -0.382
O 13.1057 6.8792 14.1713 3.1033 -0.0113 -0.3285
O 2.8783 -5.8994 22.129 1.4624 0.1385 -0.0669
O 6.3132 6.0939 19.0187 0.7144 0.8951 -0.6427
O 14.8604 10.1249 12.9808 0.965 1.6694 0.0157
O 4.4579 5.0867 17.555 -0.9489 -1.1498 -0.1456
O 5.465 1.2349 11.8955 0.0328 -1.5625 -0.1061
O 7.3841 -4.332 21.5025 -1.4071 -1.3602 -2.7692
O -0.9478 9.2022 16.1292 -1.4422 1.4643 2.4907
O 5.2851 -1.3454 17.6152 -0.0877 -3.1083 -0.9074
O 13.8081 13.1057 11.4485 -1.3363 0.1042 -0.7383
O -1.5327 9.2061 21.3331 -0.7915 -0.7099 0.1097
O 6.3871 6.5129 16.2751 -0.3908 3.0978 -1.3556
O 4.809 -10.6012 19.3844 -1.36 -1.6009 0.6773
O 1.4833 -9.2817 22.1828 1.0723 -1.0788 -0.1954
O 10.8944 -5.7677 18.4069 -0.4195 0.3367 -0.1642
O 14.6331 -8.3077 18.3349 -0.1696 -0.7389 0.8493
O 9.4233 1.6288 14.0169 0.5499 -1.9854 0.014
O 11.792 -4.5193 23.0252 1.3244 -0.7265 -1.2039
O 9.6188 2.6302 18.3514 -0.3281 2.5154 0.5597
O 3.2157 -5.9298 25.3157 -0.0156 -0.0037 0.8825
O 13.6377 0.2558 9.8331 -0.9434 -1.4638 -1.0755
O 5.9961 2.0198 21.8451 -0.5554 -1.0445 1.3774
O 15.2935 2.9722 23.6117 -0.9648 1.9559 2.1352
O 4.6411 19.3836 10.7997 -0.0389 0.4972 0.1137
O 4.115 -2.5401 19.5861 0.8481 0.4236 -0.6671
O 9.7984 8.9815 18.794 1.1584 -0.1095 -0.4829
O 21.047 -8.1394 22.7315 -1.8407 -0.2157 1.2844
O 4.9057 7.7714 14.2658 2.2688 -0.0794 1.6659
O 10.6503 9.5726 23.4605 0.8471 1.3106 -0.4604
O 10.0614 5.3142 24.2901 0.2317 -0.0564 0.5135
O 13.1466 4.042 16.6134 0.4568 -1.2975 -0.8739
O 4.3816 6.8173 23.4221 -1.1133 -0.0949 -2.1444
O 7.7872 -0.8602 18.136 -1.4969 0.4774 -0.5163
O 12.9416 6.6205 19.3597 -1.5109 -1.342 0.0208
O 6.987 4.3486 17.2448 -0.1842 -0.5904 0.6492

Results
free energy: -43044.423 eV
free energy less fixed offsets of O -463.61, Si -117.95 eV per atom: 40.157 eV
pressure: -0.30 GPa
stress xx, yy, zz, yz, xz, xy (GPa, positive in tension): -1.23, 1.59, 0.55, 0.07, 0.46, -0.45

The program warned: the forces do not sum to zero within the program's tolerance.
